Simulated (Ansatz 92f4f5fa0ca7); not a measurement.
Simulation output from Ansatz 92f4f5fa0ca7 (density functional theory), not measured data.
Periodic cell of 228 atoms, Si140O88, from a study of silicon, its oxide and their interface. The atomic structure is a simulated model.
This geometry differs little from another in the collection (a relaxation step or a small displacement).

Settings
functional: r2SCAN
potential files: Ansatz PAW
basis: plane waves
wave-function cutoff: 800 eV
density cutoff ratio: 5
exchange-correlation grid ratio: 1
k mesh: 1 x 1 x 1, shifted by 0.5 0.5 0 of a step
self-consistency stop: 1e-10 eV per atom in the density residual
occupations: fixed
spin: none
net charge: 0

Cell vectors (angstrom)
a  10.887  0  0
b  0  10.887  0
c  0  0  32.8274

Atoms and the computed forces on them: element, x, y, z (angstrom), force x, y, z (eV/angstrom)
Si  0.1942  -0.4152  0.0214  0.0003  -0.0008  -0.0005
Si  2.4346  2.9226  -0.0028  0.0012  -0.0005  -0.0007
Si  0.0914  5.0387  0.1073  0.0005  -0.0001  0.0003
Si  2.5012  8.3047  -0.0827  0.0006  -0.0004  -0.0006
Si  5.7165  -0.2939  0.1453  0.0005  0.0007  -0.0023
Si  8.0845  2.6015  0.0268  0.0011  -0.0008  -0.0002
Si  5.7989  5.5311  -0.0734  -0.0018  -0.0006  -0.0019
Si  7.8917  8.4166  0.4249  0.0009  -0.0012  -0.0024
Si  1.2678  1.3252  1.2869  0.0008  -0.0006  0.0021
Si  4.2425  4.0467  1.1284  -0.0001  0.0004  -0.001
Si  1.3376  6.7168  1.2451  0.0004  0.0001  -0.0009
Si  4.0106  9.4952  1.3185  0.0004  -0.0003  0.0002
Si  6.8984  1.2148  1.4996  -0.0001  -0.0005  -0.0002
Si  9.3736  4.0085  1.4588  0.0001  0  0.0016
Si  6.6584  6.8874  1.6289  -0.0004  -0.0002  -0.0001
Si  9.5663  9.5317  1.552  0.0002  0  0.0015
Si  -0.0831  2.6361  2.739  0.0007  -0.0001  0.0017
Si  2.6759  0.0083  2.6716  -0.0009  -0.0003  0.0015
Si  0.0332  8.0531  2.7405  0.0006  0.0003  0.0017
Si  2.8155  5.4056  2.577  0.0003  0  0.001
Si  5.4637  2.6836  2.6627  0.0004  0.0004  0.0009
Si  8.2396  -0.0162  2.9229  0.0007  0  0.0022
Si  5.2947  8.2408  2.8675  0  0.0002  0.0001
Si  8.1055  5.4496  2.8094  0.0002  -0.0004  -0.0004
Si  1.3911  4.0531  3.9629  -0.0001  0.0005  -0.0009
Si  4.0718  1.3531  4.0311  0.0005  -0.0004  0.0007
Si  1.3605  9.4936  4.0646  0.0003  0.0001  -0.001
Si  4.0062  6.7712  4.1216  0.001  -0.0006  0.0003
Si  6.7659  4.0472  4.1077  0  -0.0009  0.0005
Si  9.5473  1.3621  4.2363  0.0009  0.0007  -0.0004
Si  6.7852  9.5215  4.1622  0.0007  0.001  -0.0008
Si  9.5316  6.7672  4.1212  0.0001  -0.0002  0.001
Si  0.0267  -0.0469  5.4902  0.0005  0.0001  0.001
Si  2.7215  2.7175  5.394  0.0008  -0.0004  0.0005
Si  0.0439  5.4017  5.4042  0  -0.0002  0.0003
Si  2.6873  8.1557  5.475  -0.0001  0.0001  0.0004
Si  5.4328  0.0357  5.4544  0.001  -0.0001  0.0001
Si  8.149  2.7388  5.5054  0.0005  0.0001  0.0001
Si  5.4236  5.4373  5.4566  0.0005  0.0007  0.0004
Si  8.167  8.1409  5.4642  0.0012  0.0003  0.0005
Si  1.3896  1.3574  6.7914  -0.0001  0.0001  -0.0005
Si  4.0617  4.0759  6.7971  0.0004  0.0006  -0.0004
Si  1.3331  6.7873  6.8142  -0.0002  0.0002  -0.0002
Si  4.086  9.534  6.7937  0.0007  0.0004  -0.0005
Si  6.7875  1.3728  6.8397  0.0006  0.0004  0.0005
Si  9.5595  4.0963  6.8041  -0.0002  0.0002  -0.0005
Si  6.8124  6.796  6.8124  0.0009  0.0005  -0.0002
Si  9.5131  9.504  6.8282  0.0004  0.0003  0.0002
Si  0.0317  2.7291  8.1476  0.0003  0.0005  0.0003
Si  2.746  0.0164  8.1586  0.0002  0.0003  0.0003
Si  -0.0176  8.147  8.1796  0.0002  0.0004  0.0001
Si  2.7204  5.4475  8.1636  0.0008  0.0004  0.0002
Si  5.4382  2.7483  8.1768  0.001  -0.0003  0.0002
Si  8.1608  -0.001  8.1724  0.0009  0.0001  0.0001
Si  5.4631  8.1917  8.1488  0.001  0.0001  0.0001
Si  8.2079  5.4672  8.1591  0.0001  0.0003  0.0001
Si  1.3789  4.0845  9.5401  0.0005  0.0005  0.0004
Si  4.0778  1.3933  9.5348  0.0011  -0.0002  0.0006
Si  1.3751  9.525  9.48  0.0006  0.0001  -0.0003
Si  4.107  6.824  9.4839  0.0002  0.0005  -0.0002
Si  6.8405  4.1162  9.4905  0  -0.0003  0
Si  9.5516  1.3713  9.4804  0.0002  0.0003  -0.0002
Si  6.7869  9.5563  9.5487  0.0008  0.0004  0.0001
Si  9.5339  6.8085  9.5721  0.0008  0.0007  -0.0004
Si  0.0522  0.0337  10.8214  -0.0001  0.0003  0.0001
Si  2.7534  2.7573  10.9302  -0.0002  -0.0001  -0.001
Si  0.0409  5.4435  10.9198  0.0002  0.0006  -0.0008
Si  2.7496  8.1834  10.8345  0.0003  0.0003  -0.0008
Si  5.4199  0.0587  10.9105  0.0005  -0.0003  0.0001
Si  8.2019  2.7441  10.8226  0  -0.0001  0.0001
Si  5.4812  5.4811  10.8377  0  -0.0005  -0.0006
Si  8.1498  8.188  10.8939  0.0003  0.0001  0.0004
Si  1.3989  1.3506  12.2558  -0.0003  -0.0001  0.0009
Si  4.1628  4.1495  12.2446  0.0003  0.0004  0.0011
Si  1.4711  6.8073  12.2334  0.0003  0.0005  0.0006
Si  4.0216  9.5755  12.2381  0.0005  -0.0006  0.001
Si  6.7898  1.4905  12.2018  0.0006  0.0001  -0.0011
Si  9.5636  4.0364  12.2338  -0.0002  -0.0004  0.0005
Si  6.7731  6.8289  12.256  0.0003  0.0003  0.0015
Si  9.5516  9.5991  12.1417  0.0001  0.0003  0.0006
Si  0.0628  2.6878  13.6227  0.0001  -0.0011  0.0014
Si  2.7214  0.0303  13.7043  0.0007  -0.0001  0.0015
Si  0.0729  8.2404  13.4251  0.0003  0.0005  0.0008
Si  2.894  5.5044  13.6672  0.0006  0  -0.0014
Si  5.5156  2.8673  13.6786  0.0006  0.0002  -0.0004
Si  8.1807  0.1225  13.4367  0.0004  0.0006  0.0013
Si  5.363  8.2278  13.5748  0.0006  -0.0006  -0.0015
Si  8.1574  5.3913  13.5224  0  -0.0003  0.0011
Si  1.5554  4.0112  14.9035  0.0007  -0.0005  0.0008
Si  4.2132  1.4023  14.9918  -0.0002  0.0002  0.001
Si  1.2383  9.5546  15.002  -0.0008  0.0003  0.0015
Si  4.1444  6.9618  15.1705  0.0002  0.0003  0.0015
Si  6.8643  4.2494  15.1549  0.0007  0.0003  0.0016
Si  9.4775  1.3812  14.9387  -0.0003  0.0005  -0.0021
Si  6.8214  9.6245  14.7178  0.0012  -0.0008  0.0011
Si  9.6196  6.786  14.6193  0.0002  -0.0002  0.0016
Si  -0.6262  -0.4562  16.2027  0.0016  0.0005  -0.0002
Si  2.7874  2.6005  16.4009  0.0009  0  0.0013
Si  0.2456  5.6015  15.9142  -0.0007  -0.0009  0.002
Si  2.2861  7.9579  16.3482  0.0009  0.0002  0.0026
Si  5.8718  0.2646  16.2223  -0.0007  -0.001  0.0008
Si  8.0302  2.5913  16.3851  -0.0011  0  0.0003
Si  5.9817  6.0984  16.4698  -0.0007  -0.0004  0.0024
Si  8.2224  8.1705  15.8114  -0.0002  -0.0004  0.002
Si  -5.0121  18.691  28.0198  -0.0013  -0.0017  -0.0014
Si  8.989  16.3762  26.2177  -0.0001  0.0006  -0.0008
Si  4.1245  28.6956  30.3793  0.0029  -0.0005  -0.0027
Si  1.1496  16.015  23.0407  0.0005  -0.0003  0.0012
Si  15.8328  24.2247  28.2065  0.0003  -0.0009  -0.0006
Si  17.8203  12.5829  23.5452  0.0006  -0.0017  0.0003
Si  9.3922  6.2094  22.8907  0.0008  0.0002  0.0009
Si  24.3342  16.6783  27.9068  -0.0003  0.0004  -0.0003
Si  -10.8894  34.5162  28.5499  0  0.0004  -0.0009
Si  11.406  14.8851  26.8508  -0.0006  -0.001  -0.0011
Si  15.2593  -2.8638  21.3426  -0.0002  0  0.0012
Si  -1.6225  11.7604  30.8247  0.0007  0.0002  -0.0038
Si  2.2876  7.5558  19.2324  0  -0.0007  0.002
Si  -2.3692  6.8246  28.5943  -0.0002  0.0001  -0.0014
Si  12.1446  10.6954  23.0921  -0.0002  -0.0008  0.0007
Si  20.4913  8.1886  25.0886  -0.0003  -0.0004  -0.0004
Si  10.0214  3.8312  18.2867  0.0009  0.0013  0.0031
Si  2.6175  7.8411  23.851  -0.0004  -0.0002  0.0002
Si  23.834  2.5204  24.4969  -0.0006  -0.0005  -0.0002
Si  14.9796  13.8575  19.2059  0.0001  -0.0011  0.0019
Si  19.9025  10.4997  23.3184  0.0007  -0.0008  0.0001
Si  6.4172  12.3086  30.8058  -0.001  0.001  -0.0046
Si  -10.503  -2.8509  27.6886  -0.0004  -0.0005  -0.0009
Si  4.6626  -5.0713  19.3453  -0.0003  0.0003  0.0036
Si  -4.32  21.2425  21.5722  0.0006  -0.0009  0.0015
Si  -10.1239  1.1817  18.1658  0.0012  0.0005  0.0045
Si  -5.5383  11.2094  19.1086  -0.0008  -0.001  0.0037
Si  5.1651  -5.7767  26.5647  -0.0006  0.0007  0.0006
Si  14.7985  -23.3254  26.1504  -0.001  -0.0012  -0.0009
Si  24.4379  0.7066  20.3889  0.0005  -0.0002  0.0013
Si  0.0111  5.9302  20.4373  0  0.0002  0.0023
Si  2.5351  1.8996  29.9196  -0.0009  -0.0008  -0.0028
Si  12.6821  21.4074  28.2407  -0.0002  -0.0006  -0.0019
Si  7.1407  4.6298  24.1958  0  -0.0009  0.0005
Si  -2.3271  6.0859  31.5242  -0.0001  -0.0002  -0.0038
Si  4.6781  -9.7014  25.4772  0  -0.0003  -0.002
O  6.8485  -8.17  -1.1114  0.0006  0.0008  0.002
O  8.4222  -5.4168  -5.1189  0.0001  -0.0005  0.0021
O  5.0838  -3.0449  -3.3827  0.0001  -0.0001  0.0012
O  8.6138  3.1271  -14.9811  0.0007  -0.0002  -0.0036
O  9.9287  7.5553  -9.1934  -0.0009  -0.001  -0.0001
O  -10.0798  9.299  -4.2188  0  -0.0005  0.0011
O  2.9323  2.1814  -1.3752  -0.0005  0.0009  0.0032
O  -1.2551  1.2127  -3.5271  -0.0005  -0.0013  0.0027
O  5.7681  5.0199  -7.796  0  -0.0004  -0.0004
O  2.8049  -0.9373  -5.6857  0  0.0002  0.0012
O  -2.6409  4.3599  -7.4774  -0.0002  -0.0005  0
O  12.1828  4.0456  -0.4079  -0.0003  0.0001  0.0015
O  -14.4042  5.2174  -0.5828  0.0001  0.0008  0.0037
O  12.3864  15.4759  -4.8468  0  -0.0002  0.0008
O  7.7138  0.441  -2.1084  0.0005  0.0001  0.0018
O  -7.4552  3.3153  17.7435  -0.001  -0.0003  -0.0024
O  5.5885  -5.0818  18.0246  0.0006  -0.0004  -0.0018
O  5.3611  21.3932  17.6477  -0.0003  0.0005  -0.0029
O  3.8097  18.4815  22.7877  0.0003  -0.0002  0.0005
O  1.8355  12.2675  16.9626  0.0002  -0.0002  -0.0013
O  -0.5647  4.8383  17.0804  0.0003  0.0004  -0.0018
O  21.3174  -5.8557  23.3619  0.0001  -0.0004  0.0005
O  -19.1997  22.0821  29.5084  0.0004  -0.0003  0.0014
O  12.6354  -1.6789  23.5633  -0.0008  -0.0004  -0.0003
O  3.1499  -4.6729  18.9304  0.0001  -0.0005  -0.0012
O  27.2491  25.5353  27.4186  -0.0003  -0.0005  0.0004
O  10.5852  5.2159  26.1741  -0.0006  -0.0007  -0.0003
O  12.3055  11.958  24.1175  0.0002  0  -0.001
O  17.6586  9.3974  32.5648  0  -0.0006  0.0009
O  10.5102  11.0627  17.68  -0.0007  -0.0011  -0.0014
O  13.3007  8.494  17.9047  -0.0005  -0.0001  -0.0021
O  11.9005  13.2857  29.6955  0.0006  -0.0002  0.0021
O  1.8864  -7.1664  23.3982  -0.0001  -0.0005  0.0007
O  -3.6868  7.1979  16.6676  0.0013  0.0007  -0.003
O  3.307  16.8541  29.3409  -0.001  0.0001  0.0017
O  1.3467  13.9996  25.8076  0.0004  -0.0011  -0.0002
O  -20.0039  6.4392  23.8126  -0.0008  -0.0005  0.0002
O  9.6676  6.5177  21.327  -0.0001  -0.0003  -0.0001
O  3.54  13.6169  28.9563  -0.0009  0.0003  0.002
O  15.8951  16.9255  31.414  0.0015  -0.0006  0.0033
O  1.2571  6.7017  16.5599  0.0003  -0.0001  -0.0017
O  1.7099  7.1212  27.5718  0.0003  -0.0009  0.0006
O  16.7109  17.2356  27.3372  0.0004  0.0006  0.0016
O  5.1426  6.8357  20.5214  0.0001  -0.0014  -0.0012
O  10.1547  15.6421  19.6014  -0.0007  -0.0009  -0.0006
O  11.6434  17.979  19.5657  0.0003  0.0006  -0.0013
O  14.5185  13.1224  24.8089  0.0009  -0.0008  -0.0002
O  4.7046  23.0836  27.0888  0  -0.0013  -0.0007
O  5.9657  12.804  29.3429  0.0013  -0.0009  0.003
O  13.0877  0.234  21.8461  0.0006  -0.0002  -0.0006
O  20.2285  2.0996  31.9022  0.0003  0.0004  0.0021
O  19.8298  9.6195  24.6995  0.0001  -0.0002  -0.0003
O  -0.0843  41.0961  26.1656  0.0002  -0.0004  0.0009
O  11.7183  0.7985  27.6394  0.0004  -0.0001  0.0014
O  12.2556  20.3157  32.3994  0.0005  -0.0003  0.0017
O  -7.5708  8.0957  25.297  0.0002  0  0.0008
O  -7.8681  8.3377  20.4634  -0.0007  0.0001  -0.0014
O  1.4074  0.441  19.4289  -0.0012  0.0008  -0.0015
O  27.9347  1.494  24.9441  -0.0006  -0.0007  0.0006
O  -0.8501  7.3596  28.4793  -0.0006  -0.0005  0.0005
O  3.1231  7.8075  31.3022  -0.0008  0  0.0018
O  4.6471  15.1923  19.9031  0.0007  -0.0005  0.0003
O  3.9829  10.7989  19.8875  0.0006  -0.0003  -0.0003
O  9.2206  -1.6703  16.603  0.001  0.0008  0.0012
O  -5.4407  9.1905  21.6767  0.0005  0  0
O  16.0912  19.7618  27.0133  -0.0002  0  0.0007
O  11.0918  13.5349  18.5189  -0.0003  -0.0007  -0.0009
O  21.434  -0.3077  22.7842  -0.0007  0.0003  0.0001
O  4.3091  10.5323  25.1269  -0.0005  -0.0009  0.0007
O  7.8477  16.6592  23.2338  -0.0005  -0.0011  -0.0006
O  17.5094  21.6272  19.9927  -0.0006  -0.0003  -0.0014
O  -0.8493  5.4282  31.637  0.0006  0.0002  0.0008
O  -2.2223  -3.8649  25.7333  -0.0006  -0.0001  0.0004
O  -3.9461  -7.5865  23.2858  0  -0.0005  -0.0004
O  -0.5355  -7.8537  27.5997  -0.0007  -0.0007  0.001
O  3.0352  -8.5995  20.238  0.0006  0.0004  0.0008
O  27.089  1.9368  18.9604  -0.0003  -0.002  -0.0003
O  18.3547  29.8011  28.2509  -0.001  -0.0009  0.0011
O  14.4541  5.4139  26.6731  -0.0003  -0.0001  0.0008
O  8.4437  1.1037  23.6476  0.0001  -0.0001  0.0002
O  10.2969  -0.2054  31.4199  0.0003  -0.0002  0.0028
O  18.8953  9.8852  22.1754  -0.0004  -0.0004  -0.0003
O  -2.2061  7.5863  32.0962  0.0009  0.0009  0.0015
O  5.3076  0.5149  31.5854  -0.0002  -0.0009  0.0032
O  12.0747  -5.5341  21.4234  0.0003  -0.0004  0.0004
O  6.1613  11.7208  22.3908  -0.0001  -0.0002  0
O  8.1164  -4.6571  30.0135  0.0004  0.0003  0.0011
O  -3.9179  1.3867  16.7042  0.0014  0.0007  0.0001

Results
free energy: -139738.563 eV
free energy less fixed offsets of O -570.45, Si -639.56 eV per atom: -0.563 eV

The program warned: the cutoff lies below the one the program advises for these potential files; the forces do not sum to zero within the program's tolerance; empty levels may hold ghost states of the PAW files; the exchange-correlation potential is rough where the density is thin.
